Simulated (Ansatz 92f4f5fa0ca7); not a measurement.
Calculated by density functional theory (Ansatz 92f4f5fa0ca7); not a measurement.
Periodic cell of 254 atoms, Si144O106N4, from a study of silicon, its oxide and their interface. The atomic structure is a simulated model.

Settings: functional r2SCAN; potential files Ansatz norm-conserving; basis plane waves; wave-function cutoff 1300 eV; density cutoff ratio 4; exchange-correlation grid ratio 1; k mesh 2 x 2 x 1, shifted by 0.5 0.5 0.5 of a step; self-consistency stop 5e-08 eV per atom in the density residual; occupations Fermi-Dirac, 0.05 eV; spin none; net charge 0.

Cell vectors (angstrom)
a  10.888  0  0
b  0  10.888  0
c  0  0  36.4676

Atoms: element, x, y, z (angstrom)
Si  -0.2335  0.2099  0.2303
Si  2.4242  2.6685  0.2145
Si  0.4947  5.1005  -0.0417
Si  3.2991  7.6753  0.1848
Si  5.6901  -0.2515  0.0567
Si  8.7144  2.6159  -0.4033
Si  4.8755  5.8555  0.0828
Si  7.7531  8.2113  -0.0183
Si  1.2056  1.3524  1.6727
Si  4.0531  3.9895  1.303
Si  1.4754  6.74  1.3019
Si  4.0886  9.5057  1.3817
Si  6.6863  1.2926  1.4513
Si  9.652  4.0958  1.1923
Si  6.6678  6.7146  1.3819
Si  9.4478  9.38  1.2423
Si  -0.1067  2.8047  2.8551
Si  2.6957  -0.0617  2.7701
Si  0.0074  8.0937  2.5969
Si  2.7334  5.365  2.7443
Si  5.386  2.7005  2.7618
Si  8.1836  -0.0625  2.6954
Si  5.4576  8.1811  2.7946
Si  8.1683  5.36  2.5835
Si  1.3408  4.1033  4.1527
Si  4.0394  1.3426  4.1127
Si  1.3142  9.4485  4.0627
Si  4.0795  6.7779  4.0856
Si  6.8228  4.0498  4.0501
Si  9.4715  1.3271  4.1102
Si  6.8247  9.5376  4.1258
Si  9.5197  6.7543  3.9804
Si  -0.0119  -0.0261  5.4354
Si  2.7028  2.7162  5.4753
Si  -0.0276  5.471  5.4554
Si  2.6942  8.1252  5.4345
Si  5.4397  0.0163  5.4615
Si  8.1232  2.6803  5.4614
Si  5.4779  5.4435  5.4251
Si  8.2017  8.1306  5.4102
Si  1.3582  1.3339  6.8053
Si  4.0867  4.1091  6.7973
Si  1.3528  6.8044  6.8292
Si  4.0557  9.5245  6.7704
Si  6.7711  1.3693  6.8557
Si  9.5212  4.0551  6.7784
Si  6.8304  6.807  6.7986
Si  9.5343  9.4899  6.8108
Si  0.0377  2.7383  8.149
Si  2.7168  -0.0173  8.1696
Si  0.0355  8.1691  8.1969
Si  2.7389  5.4749  8.1983
Si  5.4173  2.7705  8.1824
Si  8.15  -0.0332  8.1629
Si  5.4408  8.2026  8.1277
Si  8.173  5.4082  8.142
Si  1.405  4.0917  9.5653
Si  4.0417  1.4054  9.5002
Si  1.4104  9.5123  9.5825
Si  4.1143  6.8806  9.5396
Si  6.7722  4.1333  9.5437
Si  9.5705  1.3396  9.442
Si  6.7289  9.5607  9.555
Si  9.5688  6.745  9.4743
Si  0.0479  0.0335  10.8619
Si  2.7871  2.7551  10.9553
Si  0.0643  5.4714  10.9272
Si  2.8433  8.2474  11.0102
Si  5.3643  0.1434  10.9301
Si  8.1906  2.6913  10.7351
Si  5.4505  5.5682  10.9393
Si  8.1362  8.0751  10.7277
Si  1.3637  1.4156  12.2854
Si  4.1972  4.1306  12.3228
Si  1.5021  6.8122  12.3115
Si  4.0938  9.7369  12.4669
Si  6.8662  1.449  12.2152
Si  9.4804  4.046  12.1056
Si  6.8885  6.8769  12.3234
Si  9.4612  9.4785  11.9802
Si  -0.3055  2.5368  13.5022
Si  2.53  0.1502  13.9254
Si  -0.0764  8.1833  13.3736
Si  2.6411  5.2322  13.7227
Si  6.134  3.3142  13.5183
Si  7.8707  -0.3469  13.3559
Si  6.053  8.8253  13.4797
Si  7.8951  5.0273  13.5159
Si  1.0139  3.8734  14.8739
Si  2.9217  1.548  15.8947
Si  0.5366  10.0397  14.6929
Si  3.7226  5.7149  15.777
Si  5.5749  3.1668  15.7709
Si  9.5324  0.7145  14.7028
Si  5.6074  8.2195  15.6559
Si  9.5052  5.8313  15.2154
Si  0.0789  2.0108  22.2706
Si  7.3229  -3.9923  22.0673
Si  -4.982  -0.7482  17.9562
Si  -13.315  18.2108  16.6538
Si  11.7216  6.555  19.9732
Si  -7.6996  22.2773  18.8087
Si  21.7468  19.8854  16.6265
Si  -3.2256  -13.8035  19.381
Si  1.4222  23.5812  32.2484
Si  2.9415  -3.0651  26.7079
Si  8.9698  10.8459  23.7141
Si  1.7961  8.6908  29.226
Si  4.998  19.0793  23.5138
Si  -10.1221  20.5799  19.4152
Si  -2.8824  -3.9267  33.4732
Si  -3.3931  14.7244  22.2508
Si  -2.9784  9.5483  31.8804
Si  7.8924  -9.2248  17.276
Si  23.9399  7.4539  23.6252
Si  -0.7155  4.1288  23.8724
Si  8.2922  -10.7505  26.5417
Si  -4.7757  0.0567  24.5988
Si  16.4606  5.0146  33.5361
Si  0.1271  -0.9127  31.2222
Si  11.8363  5.9609  17.0617
Si  27.6008  21.6587  33.5464
Si  12.5527  -3.3783  31.8725
Si  -5.8158  -4.3571  28.3038
Si  5.2298  27.1387  23.282
Si  17.9468  -0.112  29.2341
Si  2.7596  2.2723  21.2776
Si  -0.509  6.8168  22.6679
Si  -0.2715  -5.158  33.4046
Si  15.3939  9.4184  28.4077
Si  -2.6241  3.9413  33.1912
Si  -3.1294  2.8365  30.3522
Si  9.3476  -7.7498  26.6882
Si  9.1997  10.2286  20.9356
Si  -6.5199  -6.0904  30.8698
Si  -0.8713  4.2888  29.1753
Si  -9.0412  0.5349  34.6888
Si  8.7573  -8.6946  20.1919
Si  3.4769  8.9568  33.7451
Si  12.1493  -6.2117  31.1933
Si  2.8219  5.337  21.676
Si  15.4797  2.4185  32.3901
Si  5.0489  -8.3785  23.3909
Si  18.4013  -6.0475  28.2077
O  2.7014  -0.5036  33.8044
O  15.7726  15.4986  16.1476
O  6.7517  -1.4366  36.179
O  -5.3464  -0.2534  28.6364
O  4.9012  3.2565  31.024
O  -7.74  8.1583  35.1019
O  0.8538  3.1954  31.698
O  -3.5783  2.3181  36.7961
O  8.8401  3.7104  23.0929
O  5.1272  3.4259  33.5824
O  12.3699  3.8452  36.0252
O  5.5499  0.4555  35.0467
O  9.3269  3.1371  30.0881
O  7.9148  18.4055  34.9945
O  5.0205  20.2416  33.4721
O  -2.2002  2.2208  18.5726
O  -1.887  1.302  16.1496
O  5.3614  -1.3632  24.3506
O  2.5319  5.6366  16.8946
O  0.7194  8.1246  19.7076
O  -10.3657  5.7158  18.6138
O  9.1411  -0.5392  25.2797
O  8.4154  -3.7858  18.249
O  3.1138  23.5738  19.7691
O  4.7153  -0.0105  18.7421
O  4.4739  -8.8895  16.0004
O  -14.8309  3.9024  29.4197
O  -6.8741  12.9605  22.2499
O  9.2454  8.748  16.425
O  9.9421  7.0473  14.182
O  19.7985  -5.4496  28.811
O  10.0395  12.0066  23.2856
O  -0.1545  -0.4045  20.4762
O  17.3733  13.5692  22.7075
O  -4.4421  -2.0245  18.7945
O  -3.6499  -4.0195  20.4571
O  -2.5695  0.6849  20.6711
O  14.0442  -12.176  29.3134
O  2.625  0.8127  17.3128
O  10.2192  2.3893  20.8685
N  -14.9398  5.3633  22.6668
O  4.4104  16.3404  21.8727
N  10.9599  15.9166  15.8574
O  7.3823  11.1902  23.6101
O  -4.0274  2.8057  16.7144
O  -0.8194  3.604  25.3586
O  -8.6088  10.2246  19.4541
O  -2.0664  -3.6284  22.5716
O  7.0798  11.2074  17.6656
O  5.2894  8.0497  28.8121
O  21.3014  -5.1788  23.8412
O  3.9246  20.0261  26.8877
O  7.8327  3.4247  20.7105
O  2.3908  14.7324  21.2663
O  20.0776  9.7999  22.4966
O  11.0483  31.6942  17.9354
O  -8.9526  2.8489  15.7965
O  -5.5505  -9.8836  32.4919
O  -10.8267  5.7023  34.983
O  4.3537  -3.6789  15.8359
O  -3.9517  7.4398  16.1456
O  -3.532  -0.4082  33.101
O  8.1672  -11.3391  28.0624
O  5.3333  -1.3412  16.5543
O  5.0916  5.689  34.9251
O  2.3252  7.5886  25.2372
O  0.4895  -1.347  29.686
O  1.9401  -14.3222  30.2769
O  14.7378  6.5565  27.223
O  0.8669  11.4161  31.4085
O  -4.1516  0.1194  26.0828
O  -1.2635  -9.6206  35.9751
O  -0.1659  -4.7082  21.1972
O  5.0179  17.5802  24.2189
O  12.4091  12.2912  21.8605
O  22.4621  18.4264  16.7774
O  29.4143  13.9403  31.9726
O  24.7998  2.028  32.3631
O  3.4354  -2.5833  23.0042
O  4.7611  3.9917  24.0328
O  6.2285  18.9323  22.4606
O  -6.0631  -5.2875  32.215
O  11.7278  -0.3544  35.5929
O  0.6631  -2.9866  23.0976
O  10.433  3.5105  27.8275
O  22.2342  3.3434  23.1093
O  13.1361  5.9069  23.0977
O  5.0874  12.1858  24.4491
O  -6.1058  5.5841  29.5596
O  6.4552  16.8247  27.6999
O  20.6842  4.4027  32.9509
O  -8.5385  6.28  20.4576
O  1.693  -13.6999  27.732
O  19.862  23.3603  26.6733
O  0.6924  -2.109  32.1723
O  8.3085  3.0797  34.5654
N  -3.6082  16.2519  33.3716
O  -1.2992  -3.9579  33.1808
O  2.7848  -17.1039  30.7755
O  18.4282  -13.743  32.3537
O  7.3265  12.2522  29.8569
O  -12.3341  -0.8811  31.5823
O  0.3686  -5.9106  29.8898
O  -3.7336  -1.1452  30.4688
O  18.8352  -6.9559  26.9343
N  11.9336  16.8442  32.3471
O  0.9344  1.4976  33.7621
O  2.8206  1.5357  35.5457
O  -2.1974  -1.8855  20.0511
O  13.9313  7.9387  32.5856

Results
free energy: -67326.280 eV
free energy less fixed offsets of N -289.75, O -463.61, Si -117.95 eV per atom: -39.820 eV
pressure: -0.17 GPa
stress xx, yy, zz, yz, xz, xy (GPa, positive in tension): -0.27, 0.83, -0.05, 0.6, 0.36, 0.5

Forces (eV/angstrom), in the order of the atoms: element, x, y, z
Si  -0.0075  -0.025  0.0766
Si  -0.0013  -0.0205  0.0729
Si  0.0092  -0.049  0.1519
Si  0.0119  -0.067  0.1546
Si  -0.0261  -0.0254  0.0931
Si  -0.0304  0.0274  0.0723
Si  -0.0666  0.0928  0.1242
Si  0.0549  0.0401  0.1137
Si  -0.0146  -0.0012  0.0201
Si  0.0551  0.0026  -0.0195
Si  0.0619  0.0332  -0.0399
Si  -0.0337  -0.0158  -0.0364
Si  -0.0309  0.006  0.0267
Si  0.0135  -0.0073  -0.0304
Si  -0.0172  -0.0256  -0.0004
Si  0.0272  0.0018  -0.0014
Si  -0.0156  0.0009  -0.0122
Si  0.0219  0.0048  0.019
Si  -0.018  0.0024  0.0209
Si  0.0279  0.0119  -0.016
Si  -0.0114  -0.0133  -0.0019
Si  -0.015  0.0057  -0.0321
Si  -0.0168  0.0167  -0.0358
Si  0.0278  0.0044  0.0236
Si  -0.0455  -0.0055  0.0107
Si  0.0127  -0.0056  0.0114
Si  0.0108  -0.0266  -0.009
Si  -0.0007  0.0143  0.0389
Si  0.008  0.0138  -0.0127
Si  0.008  -0.0071  -0.0014
Si  0.0074  -0.0039  0.0073
Si  -0.0174  -0.0201  0.0159
Si  0.0136  0.0146  -0.0002
Si  0.0286  -0.002  -0.0088
Si  0.005  0.0395  0.0016
Si  0.0136  0.0062  0.0036
Si  -0.0306  -0.0226  0.0003
Si  0.0249  -0.0109  -0.0025
Si  -0.0164  0.0062  0.0098
Si  0.042  -0.0121  0.0038
Si  -0.0275  -0.0196  -0.0032
Si  -0.0103  0.02  -0.0153
Si  -0.0122  -0.0085  -0.0064
Si  0.0014  -0.0279  -0.0102
Si  0.0153  0.0085  -0.0051
Si  -0.0018  -0.0161  0.001
Si  -0.0064  0.0351  -0.0069
Si  -0.0038  0.0009  -0.0151
Si  0.0255  -0.0018  0.011
Si  0.0173  0.0181  -0.018
Si  0.0099  0.0177  -0.0091
Si  0.0067  -0.0061  -0.0121
Si  -0.0127  -0.0188  -0.0063
Si  0.0057  0.0037  0.0138
Si  -0.007  0.0191  -0.0039
Si  0.003  0.0128  0.0021
Si  -0.0188  0.0049  0.0175
Si  -0.0206  0.0004  -0.0065
Si  0.0222  0.0137  0.0186
Si  -0.017  0.0657  0.0063
Si  0.0015  -0.005  0.0116
Si  0.0209  -0.0464  0.0256
Si  -0.0326  -0.0383  0.0269
Si  0.0366  0.0126  0.0157
Si  0.0262  0.0287  -0.027
Si  0.0159  -0.019  -0.0046
Si  0.0194  0.0131  -0.0163
Si  -0.0289  -0.0163  0.0044
Si  0.0151  0.0247  -0.0156
Si  -0.0074  0.0201  -0.0105
Si  0.0326  -0.0039  0.0034
Si  0.0026  0.0609  -0.0278
Si  -0.0401  -0.0615  -0.0024
Si  0.0094  -0.0325  0.0093
Si  -0.0142  0.0344  -0.0043
Si  0.0211  0.0061  0.0239
Si  -0.0341  -0.0466  -0.0011
Si  0.0105  -0.0188  -0.0315
Si  -0.0355  -0.0035  -0.0272
Si  -0.0598  -0.0795  0.0407
Si  -0.0545  -0.0195  -0.0113
Si  0.0254  0.0557  0.0739
Si  0.0186  0.0889  -0.0109
Si  -0.0163  -0.0019  -0.0287
Si  0.0004  0.004  -0.0068
Si  -0.0067  -0.0632  -0.0307
Si  0.0164  -0.0157  0.0038
Si  0.0148  -0.0011  0.0915
Si  0.026  0.0538  0.0746
Si  0.0027  -0.1082  -0.2632
Si  -0.0667  -0.0409  -0.095
Si  0.0592  0.0198  -0.1268
Si  0.0374  0.0268  -0.1213
Si  0.0414  0.0739  0.018
Si  0.035  0.0929  -0.167
Si  -0.0498  0.1023  -0.134
Si  0.03  -0.0307  -0.1776
Si  0.0384  -0.0108  -0.1263
Si  -0.0298  -0.0076  -0.1608
Si  0.0392  -0.0743  -0.1201
Si  -0.0067  0.0374  -0.212
Si  0.0009  -0.0568  -0.2407
Si  0.0317  0.0075  -0.1285
Si  -0.0015  0.0384  -0.2221
Si  0.017  -0.027  0.1511
Si  -0.0451  -0.0128  0.0434
Si  0.0693  -0.0598  -0.1537
Si  -0.0581  -0.0495  0.1861
Si  0.0082  -0.0322  -0.1054
Si  0.0169  0.0376  -0.1357
Si  0.0356  0.0151  0.1641
Si  0.0245  0.0133  -0.1171
Si  -0.0111  -0.0189  0.1809
Si  0.0078  -0.0181  -0.1353
Si  -0.0472  -0.0127  -0.0931
Si  0.0119  0.0222  -0.0791
Si  0.0001  -0.0226  0.0407
Si  0.0304  0.0062  -0.0355
Si  -0.059  0.0351  0.1763
Si  0.0048  0.0101  0.1462
Si  -0.0487  0  -0.1745
Si  -0.0369  0.0058  0.1443
Si  0.0063  -0.0034  0.1501
Si  -0.0232  -0.0749  0.1635
Si  0.0407  0.0286  -0.1044
Si  0.0328  -0.0015  0.1665
Si  -0.0593  -0.0755  -0.1743
Si  -0.0492  0.0116  -0.1457
Si  0.0185  -0.0005  0.1305
Si  -0.0057  0.0517  0.1207
Si  0.0204  0.0065  0.1842
Si  -0.0288  -0.0148  0.1884
Si  0.019  0.0397  0.0442
Si  -0.0025  -0.0073  -0.1507
Si  -0.0146  -0.0488  0.1683
Si  0.1112  -0.0017  0.1942
Si  0.0381  0.0024  0.0959
Si  0.0105  -0.088  -0.2119
Si  0.0084  -0.0171  0.1566
Si  -0.0291  0.0022  0.1629
Si  -0.0561  0.0171  -0.1564
Si  -0.0281  -0.0554  0.0781
Si  -0.0513  0.0106  -0.0895
Si  -0.0398  -0.0265  0.1119
O  -0.002  0.0024  -0.0549
O  -0.0682  0.0544  0.0324
O  -0.0639  0.036  -0.0477
O  -0.0372  -0.0146  -0.0558
O  -0.0018  0.014  -0.0531
O  0.0181  0.0685  -0.152
O  -0.025  0.031  -0.0449
O  -0.0026  -0.0337  -0.0341
O  0.0159  -0.0112  0.0353
O  0.0081  0.0341  -0.0458
O  0.0019  0.0369  -0.0455
O  0.0403  -0.0136  -0.121
O  0.0197  0.0067  -0.0647
O  -0.0244  -0.0248  -0.1393
O  0.0188  0.0137  -0.0607
O  0.0379  0.0349  0.1512
O  -0.0142  -0.0138  0.0294
O  -0.0035  0.0116  0.0448
O  -0.0423  0.0301  0.0881
O  0.0233  -0.0536  0.0872
O  -0.0034  -0.0055  0.1205
O  0.001  0.0049  0.0424
O  -0.0251  0.0196  0.2014
O  -0.0068  0.0854  0.1591
O  -0.0181  0.01  0.0685
O  0.0815  0.0704  0.0573
O  0.01  0.0536  -0.1048
O  0.0646  0.0095  0.0889
O  0.0098  -0.0157  0.0466
O  -0.0416  -0.1797  0.0409
O  -0.0295  0.0139  -0.0607
O  -0.0176  -0.0118  0.0556
O  -0.0315  0.0169  0.0837
O  -0.0245  -0.033  0.0554
O  0.0316  -0.0267  0.1014
O  -0.027  -0.0456  0.1197
O  -0.0128  0.0128  0.0629
O  0.0526  0.0121  -0.0742
O  -0.0136  -0.0172  0.1597
O  0.0412  0.0162  0.0837
N  -0.0278  -0.0404  0.0325
O  0.025  -0.0143  0.0318
N  0.0526  -0.0283  -0.0298
O  -0.063  0.0126  0.0364
O  0.0418  -0.0513  0.1012
O  0.0013  -0.0204  0.0189
O  -0.023  -0.01  0.0837
O  0.0247  -0.0092  0.0509
O  -0.0002  -0.0159  0.0363
O  0.0104  -0.0074  -0.0326
O  0.0162  -0.0261  0.0666
O  -0.0106  0.0051  -0.04
O  -0.0503  0.0687  0.0984
O  0.0221  0.0313  0.0374
O  -0.0179  0.0166  0.132
O  -0.0175  -0.0052  0.1663
O  -0.0369  -0.0375  0.1015
O  0.0045  0.0169  -0.0436
O  -0.0009  0.0415  -0.1718
O  -0.0211  -0.0807  0.083
O  0.0161  -0.0342  0.0557
O  0.0323  -0.0295  -0.0856
O  0.0194  0.0128  -0.0685
O  0.0025  0.0621  0.1254
O  0.049  -0.062  -0.2274
O  0.0178  0.0081  0.0282
O  0.0344  -0.0115  -0.1045
O  0.034  0.0581  -0.1601
O  -0.0137  0.02  -0.0441
O  -0.0119  -0.0305  -0.0626
O  -0.0229  -0.0031  -0.0058
O  -0.0413  -0.0037  -0.0239
O  -0.024  -0.0058  0.1138
O  -0.0159  0.0113  0.0616
O  -0.0009  0.021  0.064
O  0.0143  0.0545  0.0442
O  0.0063  -0.0464  -0.1179
O  0.0222  0.0129  -0.0402
O  0.0108  0.0199  0.0324
O  -0.0036  -0.0198  0.0376
O  -0.0635  0.0527  0.076
O  -0.0334  -0.0114  -0.1052
O  0.0242  0.0237  -0.0608
O  0.0456  0.002  0.063
O  -0.0034  -0.0235  -0.085
O  -0.0078  0.0487  0.066
O  0.0054  0.0042  0.0746
O  -0.0005  -0.0187  0.0357
O  0.0242  0.074  -0.1308
O  0.0381  0.0032  -0.0323
O  -0.0095  -0.0226  -0.0956
O  0.0299  -0.0435  0.1024
O  0.0276  -0.0056  -0.0876
O  0.0038  0.0031  -0.0094
O  -0.0109  0.0318  -0.0439
O  -0.0253  0.0114  -0.1122
N  -0.0287  -0.0127  -0.0155
O  -0.0002  -0.0011  -0.0464
O  0.0325  0.0188  -0.0406
O  -0.0222  0.0309  -0.0725
O  0.0046  -0.0071  -0.059
O  0.0067  0.0098  -0.0371
O  -0.0844  -0.0056  -0.1191
O  -0.0335  0.0363  -0.1238
O  0.0125  -0.0056  -0.057
N  0.0382  -0.032  -0.0773
O  0.0264  0.0122  -0.072
O  -0.0023  -0.0078  -0.1115
O  0.0073  0.0387  0.0842
O  -0.0137  -0.0201  -0.092

The program warned: the forces do not sum to zero within the program's tolerance.
